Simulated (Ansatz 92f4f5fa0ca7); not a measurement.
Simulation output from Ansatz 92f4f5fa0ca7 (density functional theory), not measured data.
Periodic cell of 351 atoms, Si241O110, from a study of silicon, its oxide and their interface. The atomic structure is a simulated model.
Doubt: the cutoff is far below the 930 eV that the study's wrapper takes by default for these files, so forces and energies are approximate.
This geometry differs little from another in the collection (a relaxation step or a small displacement).

Settings: functional PBE; potential files Ansatz PAW; basis plane waves; wave-function cutoff 580 eV; density cutoff ratio 5; exchange-correlation grid ratio 1; k mesh 1 x 1 x 1, Gamma-centred; self-consistency stop 5e-08 eV per atom in the density residual; occupations fixed; spin none; net charge 0.

Cell vectors (angstrom)
a 11.6015 0 0
b 0 13.3963 0
c 0 0 40.9095

Atoms and the computed forces on them: element, x, y, z (angstrom), force x, y, z (eV/angstrom)
Si 0 2.2327 1.1851 0.0013 -0.0685 -0.0127
Si 3.8672 2.2327 1.1851 0.0283 0.0168 -0.0137
Si 7.7343 2.2327 1.1851 -0.0307 -0.0329 -0.0072
Si 1.9336 5.5818 1.1851 0.0242 -0.0647 -0.0656
Si 5.8008 5.5818 1.1851 -0.0354 0.0325 -0.0788
Si 9.6679 5.5818 1.1851 -0.0171 -0.079 -0.0207
Si 0 8.9308 1.1851 0.0054 0.0498 0.0243
Si 3.8672 8.9308 1.1851 0.0068 -0.0318 0.2116
Si 7.7343 8.9308 1.1851 -0.0235 0.0043 0.0208
Si 1.9336 12.2799 1.1851 -0.0049 -0.0132 0.0804
Si 5.8008 12.2799 1.1851 -0.0147 0.1046 -0.081
Si 9.6679 12.2799 1.1851 0.0516 0.0477 0.0287
Si 1.9336 1.1164 1.9745 -0.1408 0.1549 -0.0554
Si 5.8008 1.1164 1.9745 0.07 -0.1622 0.033
Si 9.6679 1.1164 1.9745 0.0291 0.0319 -0.0233
Si 0 4.4654 1.9745 0.105 0.1693 -0.0563
Si 3.8672 4.4654 1.9745 -0.1224 0.0118 0.0269
Si 7.7343 4.4654 1.9745 0.0958 0.1562 -0.0272
Si 1.9336 7.8145 1.9745 -0.0946 -0.0709 -0.0433
Si 5.8008 7.8145 1.9745 0.1697 -0.2651 -0.0638
Si 9.6679 7.8145 1.9745 0.0579 -0.0651 -0.0538
Si 0 11.1635 1.9745 -0.129 -0.0774 0.0052
Si 3.8672 11.1635 1.9745 0.0845 0.248 -0.0494
Si 7.7343 11.1635 1.9745 -0.0806 -0.1212 -0.0538
Si 1.9336 1.1164 4.3426 -0.1866 0.2223 -0.1048
Si 5.8008 1.1164 4.3426 0.0134 -0.1271 -0.9969
Si 9.6679 1.1164 4.3426 0.0383 -0.2056 -0.1117
Si 0 4.4654 4.3426 0.2271 0.4289 0.0688
Si 3.8672 4.4654 4.3426 -0.3603 -0.0857 -0.3923
Si 7.7343 4.4654 4.3426 0.3812 0.4931 -0.5126
Si 1.9336 7.8145 4.3426 0.0048 -0.1642 0.4043
Si 5.8008 7.8145 4.3426 0.2863 -0.4176 -0.1531
Si 9.6679 7.8145 4.3426 0.0968 -0.1867 0.8656
Si 0 11.1635 4.3426 -0.298 -0.1503 -0.0476
Si 3.8672 11.1635 4.3426 0.1286 0.4536 0.5738
Si 7.7343 11.1635 4.3426 -0.0431 -0.4172 0.2819
Si 0 0 36.569 0.0053 -0.0949 -0.2092
Si 3.8672 0 36.569 -0.2208 0.1055 -0.071
Si 7.7343 0 36.569 0.1354 -0.0995 0.0702
Si 1.9336 3.3491 36.569 0.0186 -0.0917 0.3899
Si 5.8008 3.3491 36.569 0.1381 0.1649 0.3156
Si 9.6679 3.3491 36.569 -0.1472 -0.4786 -0.3763
Si 0 6.6981 36.569 0.2123 0.0127 0.0536
Si 3.8672 6.6981 36.569 -0.2853 0.2273 -0.1323
Si 7.7343 6.6981 36.569 -0.1241 -0.2419 0.2376
Si 1.9336 10.0472 36.569 -0.1136 -0.114 -0.5321
Si 5.8008 10.0472 36.569 0.1601 0.1511 0.1125
Si 9.6679 10.0472 36.569 0.0154 0.4637 -0.0232
Si 0 0 38.9371 0.0452 -0.0153 0.0611
Si 3.8672 0 38.9371 -0.0568 0.1437 0.0336
Si 7.7343 0 38.9371 0.0175 0.015 0.0198
Si 1.9336 3.3491 38.9371 0.0204 -0.0766 0.0268
Si 5.8008 3.3491 38.9371 0.0345 0.0611 -0.0074
Si 9.6679 3.3491 38.9371 -0.073 -0.2236 0.008
Si 0 6.6981 38.9371 0.1258 0.0328 -0.0099
Si 3.8672 6.6981 38.9371 -0.1209 0.05 0.0384
Si 7.7343 6.6981 38.9371 -0.1119 -0.0853 0.0136
Si 1.9336 10.0472 38.9371 -0.0758 -0.0629 0.0327
Si 5.8008 10.0472 38.9371 0.1455 0.1212 -0.0063
Si 9.6679 10.0472 38.9371 -0.0176 0.1275 0.0296
Si 0 2.2327 39.7265 0.0018 0.0734 0.0021
Si 3.8672 2.2327 39.7265 -0.0315 -0.0102 0.0618
Si 7.7343 2.2327 39.7265 0.0203 0.028 0.0479
Si 1.9336 5.5818 39.7265 -0.0148 0.0353 0.0213
Si 5.8008 5.5818 39.7265 0.0305 -0.0533 0.0482
Si 9.6679 5.5818 39.7265 0.0181 0.0759 -0.1026
Si 0 8.9308 39.7265 -0.0252 -0.0461 -0.0245
Si 3.8672 8.9308 39.7265 0.0108 -0.0018 -0.0975
Si 7.7343 8.9308 39.7265 0.026 -0.0111 0.0008
Si 1.9336 12.2799 39.7265 0.0152 0.0427 -0.0556
Si 5.8008 12.2799 39.7265 0.0138 -0.0843 -0.0178
Si 9.6679 12.2799 39.7265 -0.0486 -0.031 -0.0084
Si -5.0973 -6.0988 26.254 -0.0633 0.1643 0.4458
Si 5.7637 5.9845 30.5497 -0.1859 0.0571 0.2415
Si 11.2972 5.8626 21.9408 0.0176 0.0708 0.0825
Si 3.9158 2.3583 32.6106 0.1227 0.2999 0.1371
Si 8.9897 3.6607 27.1214 0.0873 0.0308 0.147
Si 6.6372 -2.4127 29.9318 -0.2349 -0.1098 0.0814
Si 3.5658 0.3239 29.6095 0.0765 0.1269 -0.2039
Si 1.7863 12.251 23.355 -0.0727 -0.1034 -0.0183
Si 2.6269 11.7829 30.5873 0.0376 -0.1046 0.3959
Si 4.4915 10.2791 30.7664 0.1319 0.1949 -0.5446
Si 3.8243 8.8993 32.5548 0.0517 0.5778 0.8167
Si 9.8389 14.8786 31.6238 -0.2993 0.1267 0.1268
Si 1.4836 4.1382 30.6478 -0.0011 0.0834 -0.0732
Si 5.7292 5.64 32.8418 -0.0417 0.0249 -0.1627
Si 13.4896 8.032 28.9992 0.044 -0.1951 -0.1604
Si 7.6975 2.3414 32.4191 -0.0018 0.1255 -0.2002
Si 5.7767 -0.1732 30.3499 0.0375 0.069 -0.0996
Si 12.6225 10.2724 29.7438 -0.0316 -0.0547 -0.0805
Si 5.2271 4.264 14.5023 0.1228 -0.0485 -0.2877
Si 1.6271 8.6147 26.5915 -0.0681 -0.0197 0.1199
Si 4.1776 7.9642 30.0449 -0.1232 -0.1142 -0.4511
Si -3.2324 10.5377 31.5623 0.2916 -0.0209 -0.0087
Si 6.8362 15.4206 30.2414 -0.1783 0.0076 -0.0123
Si 5.7393 12.5349 32.6453 -0.1087 0.0329 0.0196
Si 0.26 2.6215 32.1381 0.1401 0.0265 0.0346
Si 3.3552 -3.5428 24.6128 -0.0558 -0.1522 -0.0625
Si 8.946 1.5347 29.3414 -0.2592 0.1847 0.1049
Si 1.912 5.4702 32.6189 0.1066 0.0192 0.0346
Si 5.4387 3.876 29.4939 -0.2049 -0.2504 -0.1086
Si 9.6993 5.55 32.7426 -0.0635 -0.1611 0.149
Si -0.7613 10.4375 31.4201 -0.2223 0.061 0.0579
Si 0.7739 11.2495 27.6243 0.0806 -0.1727 0.0111
Si 7.7111 8.4554 32.3605 -0.0777 -0.1215 0.1214
Si 2.0005 12.4168 32.7534 -0.0364 -0.083 -0.0886
Si 3.3384 13.1238 27.3627 -0.0095 -0.0278 0.618
Si 6.302 8.7475 29.0526 0.4672 -0.1556 -0.029
Si 1.9485 1.2947 33.311 0.0421 -0.0265 -0.0288
Si 5.8381 1.2918 33.4909 -0.0152 -0.1089 0.0288
Si 9.7325 -0.0228 33.4454 -0.0047 0.0552 0.1842
Si 0.0032 4.4626 33.5367 -0.1545 0.1795 0.1391
Si 3.822 4.4948 33.5251 0.1237 0.0443 0.0571
Si 7.7096 4.4779 33.3745 0.1211 0.0468 -0.0732
Si 1.7832 7.7724 33.2014 -0.0395 0.0176 -0.3252
Si 5.7338 7.8792 33.4953 0.0625 0.078 -0.0271
Si 9.5208 7.6818 33.6246 0.0562 0.0816 -0.0433
Si -0.1475 11.6948 33.3565 0.1379 -0.0517 0.0973
Si 3.8921 11.2054 33.4613 -0.1304 -0.3772 0.6755
Si 7.8809 11.8628 33.4237 0.0256 -0.1245 -0.0679
Si 1.9155 1.1428 35.7238 0.0119 -0.0414 -0.0128
Si 5.8025 1.1365 35.8279 -0.016 -0.0102 -0.0211
Si 9.6737 1.0436 35.6839 0.0089 0.14 -0.0126
Si -0.0007 4.4514 35.8537 -0.0791 0.0124 -0.0195
Si 3.8632 4.4687 35.849 -0.0028 -0.0531 -0.0163
Si 7.7392 4.4563 35.7558 0.0374 0.026 0.0035
Si 1.9103 7.8125 35.6722 0.1235 0.0488 0.0468
Si 5.8027 7.8267 35.83 -0.0505 0.1258 -0.0386
Si 9.6605 7.8218 35.9033 -0.1024 0.0042 0.0098
Si -0.0063 11.164 35.7141 0.008 -0.1662 0.0176
Si 3.8806 11.1626 35.817 0.0412 0.1489 0.019
Si 7.7371 11.1718 35.7254 -0.015 -0.042 0.0507
Si -0.0007 -0.0185 5.1229 0.0841 -0.0609 0.0191
Si 3.8686 0.1175 5.1833 -0.0713 0.1838 -0.1507
Si 7.72 -0.0145 5.0785 0.0746 0.0693 0.0557
Si 1.9205 3.3705 5.1828 0.0838 0.2689 -0.045
Si 5.822 3.3523 4.9179 0.0772 -0.0968 0.1548
Si 9.6753 3.3592 5.0434 -0.0302 0.1595 0.0185
Si 0.0279 6.6987 5.282 -0.1478 -0.0299 -0.0773
Si 3.88 6.677 5.1114 -0.1681 -0.0092 -0.011
Si 7.7582 6.6678 5.2637 0.1073 -0.0091 -0.0802
Si 1.9416 10.0712 5.0834 -0.0852 0.0012 0.0263
Si 5.7693 10.0068 5.1331 -0.0577 -0.0753 -0.0192
Si 9.6511 10.035 5.2097 0.0229 -0.0313 -0.0551
Si -0.0242 -0.1295 7.4849 -0.0025 0.1173 0.1091
Si 3.8532 1.727 7.0346 0.1277 -0.0431 0.0225
Si 7.8193 -0.0236 7.4113 0.1134 0.0096 -0.0096
Si 2.0534 3.2078 7.5857 -0.286 -0.6448 -0.068
Si 5.7964 3.1028 7.1863 0.0646 -0.0572 -0.4852
Si 9.7727 3.3961 7.3551 0.0641 -0.076 0.0102
Si 0.1674 6.7641 7.8179 0.0627 0.0293 -0.0198
Si 4.2464 6.78 7.4432 0.0265 -0.3207 -0.0666
Si 7.9083 6.4005 7.7442 -0.0944 0.0026 -0.036
Si 1.8479 10.2848 7.4018 0.1601 0.005 -0.2679
Si 5.5139 8.8978 7.2362 0.08 -0.2049 0.0102
Si 9.5038 9.959 7.6331 0.0459 0.1129 -0.0435
Si -0.0149 2.1053 8.0626 -0.0943 -0.0329 0.0657
Si 3.954 0.3585 8.8076 0.2119 0.0505 -0.1418
Si 9.6531 3.8478 10.8396 0.0371 -0.1976 -0.1069
Si -0.0949 2.2981 10.4114 -0.1744 -0.111 -0.0857
Si 2.3103 6.559 8.947 0.2187 0.2097 -0.0529
Si 9.9029 5.3628 8.6465 -0.1122 -0.1329 0.0551
Si -0.3243 8.7557 12.4414 0.6252 0.2751 -0.8253
Si 5.242 10.9752 9.9093 0.0882 0.2531 -0.0418
Si 7.5484 8.6549 8.4012 -0.064 -0.0768 0.2179
Si 1.9836 12.407 8.4076 -0.2023 0.0558 0.2141
Si 6.1062 12.8668 8.8906 0.1278 0.0588 0.1759
Si 9.6095 12.207 8.3906 0.1874 -0.0228 0.0106
Si 0.0992 0.033 13.8291 0.1977 0.0628 -0.5095
Si 5.0939 0.4602 11.8681 0.0881 0.3549 0.314
Si 4.1239 -3.2058 13.4018 0.0376 0.1455 -0.2271
Si 5.8512 5.2088 8.171 -0.0247 -0.065 0.0001
Si 4.757 8.2119 11.7695 0.1878 0.2372 0.0022
Si 11.6138 9.0865 8.3877 -0.0554 0.1145 0.2874
Si -3.7649 15.6447 7.9979 -0.2328 0.0765 -0.0546
Si 2.3835 5.3626 11.0413 -0.0214 0.0718 0.0541
Si 3.2371 8.8582 18.7968 0.055 0.0226 0.0794
Si -2.2035 12.4729 10.8049 -0.2535 0.1426 -0.2379
Si 7.2181 13.8181 10.7586 0.0029 -0.2589 -0.1119
Si 11.5946 13.5338 11.456 -0.1629 0.0494 -0.094
Si 2.0515 3.2337 10.1697 0.2203 -0.1097 0.01
Si 8.8812 3.7281 18.1336 -0.0626 -0.0038 -0.0767
Si 10.6122 2.0146 25.0959 -0.124 0.0318 0.1963
Si -1.2402 8.1033 17.905 -0.0169 0.0404 0.0291
Si 3.8568 -1.5648 11.6462 -0.1182 0.0396 -0.0981
Si 5.6222 4.1036 10.2583 0.1763 -0.1068 -0.0361
Si -1.7868 4.0852 13.2522 -0.0249 0.1381 -0.5242
Si 1.5503 6.7285 17.7653 -0.0545 0.0863 -0.0588
Si 12.5159 9.6036 10.5926 -0.258 0.041 0.1153
Si -3.0165 10.3673 11.787 -0.2213 -0.2141 0.3961
Si 7.6385 16.1168 10.2866 -0.0656 0.2213 0.1519
Si 12.4201 5.7905 12.8678 0.1124 0.2321 -0.4802
O 7.4546 -4.2653 15.0375 0.0924 -0.1124 0.1016
O 24.1489 -11.3144 17.5365 -0.0724 0.0439 0.1152
O 8.1196 15.3516 21.7901 -0.0426 0.0381 -0.0436
O 12.0993 7.186 21.3848 -0.0336 -0.0457 0.0112
O -2.5846 9.6049 26.6913 -0.0868 0.0489 -0.0786
O 15.1972 8.5964 23.5907 0.028 0.0206 -0.0219
O 19.4549 10.9269 13.1699 0.1394 0.0636 -0.0532
O -4.1029 1.2839 13.8001 0.1394 0.0008 0.274
O -2.0298 20.7729 19.135 -0.0078 -0.0801 0.0675
O 0.56 15.8351 24.9337 0.0783 -0.0503 -0.1029
O 10.1098 10.381 22.4641 -0.002 -0.0111 -0.0117
O 25.7021 21.8968 20.2167 -0.0242 -0.0913 0.0075
O 6.9629 9.3319 20.1978 -0.0167 0.0003 -0.003
O -4.2347 3.6139 26.951 0.0891 0.0292 -0.2071
O -2.7026 -12.6462 15.9667 0.0292 0.1813 -0.0494
O 9.6517 -10.2378 25.7245 0.0131 -0.0209 -0.0662
O -8.873 16.7231 20.2767 0.0243 -0.0685 0.0248
O 16.0401 11.9602 27.0073 0.0115 -0.0121 -0.1143
O 9.8465 -1.7142 16.7776 0.041 0.0255 -0.013
O 1.6858 3.3834 15.287 -0.1111 -0.005 0.0176
O 7.0711 8.6726 17.6113 -0.0009 0.0017 -0.0167
O -20.6661 8.0238 17.5795 -0.0114 0.0172 -0.0114
O 0.1806 12.2588 23.1215 0.0385 0.0337 0.0486
O -0.7837 23.0349 18.2626 0.0412 0.043 -0.0244
Si -0.61 19.315 27.2716 0.1862 -0.1413 0.4113
Si 5.425 24.9803 25.7823 -0.0032 0.063 0.01
Si 4.5141 0.5648 16.5576 0.1466 0.048 -0.0307
Si 18.6063 1.0729 18.3559 -0.0356 -0.0544 -0.0079
Si -4.8525 -4.1049 10.6102 -0.2197 -0.1023 -0.0488
Si 1.6181 1.9437 16.0517 0.2274 -0.0895 -0.1511
Si -5.2994 0.7356 24.0727 0.0736 -0.0509 0.1557
Si 1.6058 11.9227 10.681 -0.0124 -0.2154 -0.0334
Si 4.6955 19.1704 11.7563 0.1093 -0.4722 0.272
Si 0.8598 -7.3093 24.7296 0.1051 0.0211 0.4166
Si 7.0614 10.6301 14.5549 -0.1603 0.0291 -0.2814
Si 5.8376 14.642 13.9021 -0.3726 -0.223 -0.576
Si 6.5911 1.5698 21.2777 0.0718 -0.1704 -0.0228
Si 14.5628 21.8639 10.1923 -0.0736 0.3608 -0.2473
Si -11.3685 12.9051 19.519 -0.105 -0.1346 0.0396
Si 23.2276 2.302 18.8962 -0.3153 -0.076 -0.4516
Si -0.3949 10.9299 17.3171 -0.1432 -0.0589 0.1231
Si 15.065 16.1355 30.2955 0.1089 -0.1261 -0.124
Si 3.3643 18.7639 22.9395 -0.0427 0.1703 0.1471
Si 7.9773 5.1363 15.4911 -0.0256 0.0059 -0.0017
Si 9.0226 14.601 14.4009 -0.2562 0.034 -0.0701
Si -0.3682 8.3172 32.2111 0.1303 -0.337 0.0908
Si 13.5442 7.0247 20.6509 0.0711 0.1102 0.0659
Si -3.8123 7.2957 30.3061 0.1373 0.0462 -0.3177
Si 0.471 6.0108 29.366 -0.0387 -0.0126 -0.0921
Si 4.1859 2.2964 25.5494 0.2088 -0.0262 0.2195
Si -2.7075 27.8184 22.9136 -0.006 -0.041 0.0581
Si -10.4539 23.8789 14.6105 0.1478 -0.1138 -0.2082
Si -5.437 -4.0703 18.7774 0.0158 -0.0094 0.0318
Si -4.4968 -5.21 21.3537 -0.072 0.117 0.0239
Si 3.8242 23.1927 8.4966 0.1822 0.0331 0.4079
Si 2.3436 18.2655 15.3744 0.1331 -0.1702 0.0555
Si 13.3053 15.3001 23.8976 -0.1515 0.0603 0.0516
Si 16.5736 7.6923 23.57 -0.0891 0.0214 -0.0208
Si -2.4604 9.466 23.3824 -0.0676 0.1297 0.0503
Si 10.5538 -1.4947 22.1315 -0.0103 -0.0233 0.0084
Si -10.427 -10.2662 20.8761 0.0207 0.0985 0.4738
Si -3.3812 10.78 25.8786 0.0312 -0.0277 -0.0573
Si 8.5427 12.6427 16.5442 -0.0709 -0.1051 0.112
Si 4.1109 15.4984 10.3944 -0.0997 -0.167 0.4806
Si 17.4835 4.2888 27.1977 -0.1159 -0.0233 0.6912
Si 15.5611 16.2234 21.2613 0.0434 -0.0063 0.0863
Si -1.7194 -13.7503 27.0664 -0.008 0.1281 0.1285
Si 3.0669 -0.1748 20.8064 0.0713 -0.1584 -0.0344
Si 7.8484 8.1735 16.2772 0.0287 0.0165 0.0542
Si 21.0135 21.5728 25.9877 0.0851 -0.0157 0.2193
Si 8.8553 -7.1886 20.0481 -0.0004 0.1558 -0.1118
Si 4.2814 11.6085 18.4896 0.0223 -0.0142 -0.0832
Si -1.3774 -20.1094 30.7353 0.0324 0.0312 0.0646
O -8.8414 10.1704 14.3797 0.0031 -0.048 0.0589
O 8.109 7.195 25.9884 0.0385 -0.0064 -0.1133
O 13.2915 13.4937 19.9672 -0.0253 0.0826 0.0272
O -10.8163 11.9512 14.0132 -0.1011 0.1466 0.1355
O -0.5048 -1.4433 20.6036 0.0466 0.0444 -0.0647
O -14.284 12.2123 26.08 -0.0644 -0.0318 -0.0814
O 1.8702 5.8464 14.1458 -0.0707 0.0251 0.0206
O 0.2877 5.2795 26.0452 0.0833 0.0135 -0.2641
O 4.7636 -2.757 24.6531 0.0774 0.0497 0.0431
O 9.9238 8.5038 24.4575 -0.0279 -0.0468 -0.0095
O -0.3125 -7.3951 23.5759 0.0013 -0.002 -0.1432
O 23.2227 7.1777 17.4855 0.0461 -0.0455 0.0182
O 16.2102 3.5734 26.4654 -0.1183 -0.0841 -0.2978
O 13.6389 0.3015 24.0682 0.0335 -0.0345 0.0485
O 13.3377 -7.2398 19.2797 0.0208 -0.0707 -0.0022
O -5.5971 40.7822 22.4707 -0.0146 0.0675 -0.0708
O 2.6955 -14.609 22.0014 0.0258 0.0167 -0.044
O 13.779 10.9006 24.179 -0.0131 0.1106 -0.007
O -6.0205 16.2299 20.9502 -0.1389 0.0956 0.0425
O -10.8267 14.3751 15.0068 -0.075 0.0014 0.1954
O 1.3069 2.2602 22.3289 0.0329 0.0989 -0.2414
O -15.4352 13.0891 17.906 0.0585 0.0042 -0.0693
O -0.6755 14.2353 19.2409 0.1076 0.1688 0.0399
O -12.6201 0.7639 26.1351 0.0676 0.0677 -0.1429
O 3.6381 28.0066 21.4285 0.0701 0.1625 0.0166
O 13.518 18.9205 16.7803 -0.0196 0.0067 -0.0067
O 6.5933 4.3077 15.3659 0.0281 -0.0277 0.1046
O 14.7539 1.4112 16.2937 -0.1734 0.0586 -0.002
O -4.8856 10.8869 26.4548 -0.0014 -0.0412 0.0646
O -0.6295 12.0537 27.7125 -0.0454 0.0112 -0.0268
O 17.0317 24.0277 14.3253 -0.0159 -0.0865 0.0594
O 8.1655 23.8353 24.2744 -0.0086 0.0006 0.0665
O -5.8694 21.4864 22.1972 -0.0117 -0.0002 0.0126
O 5.9151 5.8404 26.6774 0.001 0.0012 -0.1288
O 5.3194 0.3365 15.1581 0.0176 0.0032 0.2826
O 21.8 1.7475 23.5342 0.0256 0.025 -0.0714
O 15.7685 12.539 19.8223 -0.03 0.0541 0.1082
O -15.6949 11.7836 15.6137 0.005 0.0214 0.0356
O 12.038 25.4182 18.1823 0.0708 0.0012 -0.0549
O -0.2338 31.4071 13.3078 0.0334 -0.0734 0.1731
O -1.0234 34.2672 26.8789 -0.0702 0.0598 -0.0564
O 3.6687 27.8516 26.4814 0.0062 0.1272 -0.3344
O -15.337 -10.9398 18.2312 0.0642 0.0701 -0.0095
O -6.4821 16.1119 14.0196 0.0419 0.1177 0.1009
O -17.6554 2.02 24.694 -0.0957 -0.0159 -0.0456
O 9.7058 9.1841 12.2174 -0.2621 0.1815 0.0043
O 3.1194 10.4574 18.5207 -0.0185 -0.0227 -0.0019
O -1.5684 0.0169 13.887 0.0707 -0.1031 0.1911
O 6.1637 8.351 27.4576 0.0858 -0.1614 -0.2369
O 3.9621 18.1005 15.409 -0.1218 0.0539 0.0553
O 35.4246 10.418 16.15 0.0978 0.049 -0.0343
O -5.8628 24.2608 18.4321 -0.0261 0.0357 0.0043
O -6.0322 28.0943 17.5816 0.0095 0.0263 0.0327
O 7.4406 6.7713 20.6258 0.035 -0.0862 -0.0087
O -7.7682 -9.5166 22.5042 0.0279 -0.1061 -0.1312
O 13.4756 12.3995 27.1194 -0.1016 -0.152 -0.1035
O -10.9825 9.9495 26.5913 0.0988 0.1648 -0.0237
O 14.6024 2.6524 24.5254 -0.0849 0.0304 -0.1707
O 9.0316 0.2393 28.3329 0.0474 -0.1895 -0.1202
O 22.0159 16.7073 18.4637 0.2146 -0.0875 0.1619
O 7.505 6.6412 15.8863 0.0181 -0.0147 -0.0209
O 4.8076 -4.9725 18.8976 -0.0577 -0.008 0.0021
O 8.461 4.8844 19.1988 -0.0194 -0.0108 0.0621
O -2.0995 16.1916 28.4215 0.0059 -0.0338 0.0171
O 2.1729 5.3822 24.0631 0.0237 -0.0639 -0.1066
O 0.4911 17.9253 21.4155 0.0116 -0.0948 -0.0953
O -5.7524 -0.5104 24.9504 0.0206 -0.0041 -0.1007
O -2.1578 8.2325 16.5686 0.0108 0.0093 -0.06
O 7.9129 27.6742 24.213 0.0026 -0.0266 -0.0211
O 16.2566 6.0984 23.5947 0.0021 -0.0557 -0.019
O -4.8876 0.7297 19.9142 -0.0036 -0.0145 -0.0048
O 21.3515 2.6201 14.0341 -0.0048 0.199 0.0646
O -0.0963 7.1335 12.5698 -0.0674 -0.2946 0.2308
O -2.7889 5.1135 14.0734 0.0834 -0.0426 0.1158
O -1.8026 5.8395 21.3266 0.0534 -0.0733 0.0854
O 12.8535 7.5701 25.3449 -0.0154 0.0363 -0.149
O 8.3087 -18.252 22.3667 0.045 -0.0571 -0.0008
O 15.6857 -0.8852 17.1579 -0.0222 -0.0925 0.0371
O 8.8665 -22.3861 16.6457 0.0101 -0.0246 0.0105
O 16.9077 18.6581 13.2258 -0.2412 0.1435 0.0831
O -17.343 7.932 24.9078 0.0054 0.005 -0.0613
O -2.2747 12.9664 22.3083 0.0002 0.029 -0.0075
O 2.9742 6.2468 21.6229 0.0049 -0.0383 -0.0758
O 11.8947 9.3578 13.8167 -0.0883 0.0592 0.327
O -2.0466 5.1514 27.4183 -0.1907 -0.0559 -0.1
O 3.0687 9.26 26.1069 -0.0185 -0.0718 0.0084

Results
free energy: -215749.289 eV
free energy less fixed offsets of O -568.88, Si -635.61 eV per atom: 9.521 eV

The program warned: the cutoff lies below the one the program advises for these potential files; the forces do not sum to zero within the program's tolerance; the exchange-correlation potential is rough where the density is thin.
